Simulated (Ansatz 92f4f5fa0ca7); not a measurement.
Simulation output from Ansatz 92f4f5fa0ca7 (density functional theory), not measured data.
Periodic cell of 223 atoms, Si131O90As2, from a study of silicon, its oxide and their interface. The atomic structure is a simulated model.
Doubt: the cutoff is far below the 930 eV that the study's wrapper takes by default for these files, so forces and energies are approximate.
This geometry differs little from another in the collection (a relaxation step or a small displacement).

Settings
functional: PBE
potential files: Ansatz PAW
basis: plane waves
wave-function cutoff: 580 eV
density cutoff ratio: 5
exchange-correlation grid ratio: 1
k mesh: 1 x 1 x 1, Gamma-centred
self-consistency stop: 5e-08 eV per atom in the density residual
occupations: fixed
spin: none
net charge: 0

Cell vectors (angstrom)
a  10.938  0  0
b  0  10.938  0
c  0  0  32.1988

Atoms: element, x, y, z (angstrom)
Si  10.5781  0.2141  24.8794
Si  5.7298  10.6668  24.7595
Si  2.4663  2.9074  24.661
Si  8.4165  2.4506  24.8386
Si  0.2643  5.1582  24.7701
Si  5.14  5.7362  24.7128
Si  2.9262  7.9954  24.6151
Si  7.9307  8.4252  24.7429
Si  1.3196  1.3729  26.0509
Si  6.8371  1.3013  26.13
Si  4.0321  4.0964  26.0066
Si  9.5956  4.0524  26.0931
Si  1.3875  6.8201  26.0106
Si  6.7608  6.8426  26.0364
Si  4.093  9.5262  26.0106
Si  9.4565  9.5603  26.1565
Si  2.7241  -0.0125  27.3583
Si  8.1558  -0.0231  27.5581
Si  0.0009  2.714  27.4928
Si  5.4368  2.7399  27.3747
Si  2.7183  5.4634  27.4375
Si  8.1812  5.4675  27.3667
Si  -0.0102  8.1798  27.3817
Si  5.4336  8.1934  27.4538
Si  4.0793  1.3638  28.752
Si  9.5682  1.3539  28.8446
Si  1.3563  4.1089  28.8154
Si  6.8246  4.097  28.7514
Si  4.0874  6.8174  28.808
Si  9.5548  6.8242  28.758
Si  1.3641  9.5585  28.748
Si  6.7824  9.5466  28.8518
Si  0.0151  -0.0186  30.1559
Si  5.4408  0.0159  30.1615
Si  2.7335  2.7342  30.1482
Si  8.1915  2.7443  30.1526
Si  -0.0143  5.4775  30.153
Si  5.4746  5.4604  30.1492
Si  2.7247  8.2062  30.146
Si  8.2024  8.1922  30.1543
Si  1.3673  1.3673  31.515
Si  6.8362  1.3673  31.515
Si  4.1018  4.1018  31.515
Si  9.5708  4.1018  31.515
Si  1.3673  6.8362  31.515
Si  6.8362  6.8362  31.515
Si  4.1018  9.5708  31.515
Si  9.5708  9.5708  31.515
Si  2.7345  0  0.6835
Si  8.2035  0  0.6835
Si  0  2.7345  0.6835
Si  5.469  2.7345  0.6835
Si  2.7345  5.469  0.6835
Si  8.2035  5.469  0.6835
Si  0  8.2035  0.6835
Si  5.469  8.2035  0.6835
Si  4.1176  1.3671  2.0527
Si  9.5609  1.3808  2.0489
Si  1.3653  4.1231  2.0454
Si  6.8304  4.1227  2.0403
Si  4.1038  6.8386  2.0632
Si  9.5824  6.8356  2.0464
Si  1.4087  9.5418  2.0316
Si  6.8242  9.5955  2.047
Si  0.0483  -0.004  3.3239
Si  5.4945  0.0326  3.463
Si  2.7913  2.7989  3.3742
Si  8.216  2.8006  3.4153
Si  0.0362  5.5103  3.4399
Si  5.4888  5.4885  3.4222
Si  2.7951  8.2367  3.4638
Si  8.2096  8.2264  3.3655
Si  1.4164  1.3865  4.6265
Si  6.8556  1.4638  4.7945
Si  4.165  4.1026  4.821
Si  9.5716  4.1669  4.7987
Si  1.437  6.8531  4.8227
Si  6.8336  6.9057  4.7487
Si  4.1689  9.5982  4.8822
Si  9.6443  9.5623  4.6629
Si  2.746  0.1131  6.0976
As  8.2373  -0.025  6.0352
Si  0.044  2.6996  5.9903
Si  5.4783  2.7318  6.3143
Si  2.8233  5.4971  6.1999
Si  8.1587  5.5492  6.1342
Si  0.0052  8.1983  6.1334
Si  5.5653  8.2262  6.2512
Si  3.8073  1.5947  7.6421
Si  9.8323  1.1739  7.3438
Si  1.604  3.8188  7.307
Si  6.6281  4.4296  7.5292
Si  4.4102  6.6696  7.5634
Si  9.303  7.1205  7.4656
Si  1.1131  9.9122  7.2977
As  6.9306  9.4586  8.0217
O  8.4628  8.4803  7.8053
O  2.6926  2.7735  8.0012
O  9.5179  1.3426  24.2788
O  4.0446  6.8555  24.1437
O  -0.0354  0.0347  7.8691
O  5.4938  5.5165  8.0745
O  6.8422  9.5609  24.211
O  1.3606  4.0529  24.1846
O  3.8303  7.461  8.9116
O  0.6258  4.3987  8.4863
O  9.7567  6.3367  8.8663
O  1.9669  9.3884  8.5955
O  7.4426  3.8891  8.8638
O  4.2373  0.905  9.0958
O  6.6755  8.6128  9.6483
O  9.0832  1.7981  8.6615
O  7.6851  3.123  23.5357
O  10.4826  5.8263  23.4608
O  5.075  0.4199  23.4263
O  5.8339  5.0617  23.3857
O  3.0849  2.1909  23.3002
O  2.2877  8.6989  23.2456
O  8.6058  7.7391  23.4045
O  0.2217  10.311  23.6143
Si  4.3645  1.5468  22.4942
Si  3.4154  7.8513  14.2048
Si  7.095  0.9236  14.7012
Si  0.9329  9.3303  22.5482
Si  1.1291  4.2223  11.869
Si  6.2344  8.9229  15.381
Si  0.6545  1.2808  12.3697
Si  8.6027  4.9176  20.5518
Si  0.2464  5.7152  9.3523
Si  5.0726  3.0703  17.9827
Si  0.864  3.6902  16.7948
Si  10.3607  2.8007  19.2727
Si  5.2545  1.0907  10.3925
Si  0.862  0.1447  19.8844
Si  6.5622  9.2276  11.1443
Si  9.2867  9.6353  18.4158
Si  9.3416  9.1205  12.6846
Si  6.5418  3.817  22.6131
Si  2.3891  8.0539  9.409
Si  10.5567  7.31  17.2325
Si  2.446  6.2771  16.7656
Si  10.1702  4.4253  14.2126
Si  6.1112  9.1446  18.5834
Si  7.9243  2.5033  9.5708
Si  8.8627  2.0705  12.4753
Si  5.331  6.1944  18.1428
Si  3.889  0.5136  19.5113
Si  4.2036  3.7225  12.1173
Si  5.4498  6.4282  12.4831
Si  7.9899  2.4479  17.2469
Si  4.3029  2.3988  15.0375
Si  1.5299  1.1387  15.3311
Si  1.5293  9.3149  12.1175
Si  8.0154  6.7455  13.9803
Si  10.3525  9.7561  15.5958
Si  9.7938  6.9939  22.5673
Si  8.0827  5.428  17.457
O  5.8812  7.9231  11.9126
O  6.017  9.1661  16.9649
O  7.6412  1.3248  13.222
O  0.9149  1.6881  13.9281
O  9.4252  6.1823  16.9664
O  6.7143  5.9646  13.4038
O  5.1337  4.5998  18.662
O  9.188  2.1029  18.3248
O  2.3351  0.0652  19.1056
O  9.3611  10.1661  16.8506
O  2.7394  4.3168  11.6764
O  5.0207  10.2696  19.1604
O  9.3908  3.209  13.4852
O  0.4261  1.7295  20.0014
O  3.1535  1.221  15.1575
O  8.1208  5.3216  19.0681
O  3.8599  6.5495  17.5296
O  4.4966  3.2287  16.4447
O  9.0901  5.6161  14.4242
O  5.4249  2.7333  22.1502
O  10.6767  4.0356  15.6938
O  0.2877  3.8175  18.3161
O  10.402  10.4719  19.2727
O  9.6035  9.8869  14.1419
O  10.8948  8.1008  22.1099
O  1.2206  2.1151  16.5939
O  9.7005  3.7078  20.4634
O  8.1114  3.9808  16.7218
O  -0.086  8.9938  12.0147
O  6.5493  2.3488  18.0087
O  5.5584  10.5877  11.1623
O  7.7034  9.5837  18.9419
O  10.0062  0.9209  12.1704
O  1.3375  6.8746  9.0819
O  0.595  4.7123  13.3387
O  5.7084  7.5753  19.0505
O  5.1881  4.9855  11.6965
O  2.5694  7.0773  15.3598
O  0.8488  2.6445  11.5034
O  0.8132  10.6341  15.63
O  2.3572  8.5018  10.9676
O  4.6769  2.3218  11.3459
O  4.0958  3.3901  13.7382
O  2.151  4.6753  16.5811
O  10.72  8.1884  15.8581
O  6.856  10.2628  14.7159
O  2.3256  8.8591  13.4836
O  8.0391  1.4703  15.9325
O  4.0063  6.7005  13.2078
O  4.1578  1.9673  18.7826
O  7.2627  4.4018  21.2975
O  8.4561  2.8013  11.0765
O  1.1297  6.8081  17.6007
O  5.6571  1.596  14.8148
O  8.0533  9.6799  11.7831
O  9.1926  6.2589  21.2548
O  8.8815  7.5797  12.9009
O  1.6134  0.0219  11.9501
O  6.6194  6.1029  17.1117
O  7.3839  7.7773  15.1006
O  1.21  10.2724  21.2591
O  9.9294  8.1371  18.4813
O  3.9087  0.8098  21.1233
O  0.2866  5.2269  10.8929
O  6.6687  1.4896  9.6852
O  4.7342  8.6407  14.7794

Results
free energy: -144174.713 eV
free energy less fixed offsets of As -4856.12, O -568.88, Si -635.61 eV per atom: 1.637 eV

Forces (eV/angstrom), in the order of the atoms: element, x, y, z
Si  -0.0016  -0.0027  0.0046
Si  -0.0008  0.0003  -0.0032
Si  -0.0007  -0.0013  -0.0003
Si  -0.0018  -0.0026  -0.0039
Si  -0.0007  -0.0011  -0.0036
Si  -0.0011  -0.0031  -0.0025
Si  -0.002  -0.0028  -0.002
Si  0  -0.0014  -0.0014
Si  0.0031  -0.0036  -0.0016
Si  -0.0048  0.0026  -0.0002
Si  0.0013  -0.0021  0.0006
Si  -0.0033  0.0036  0.0011
Si  -0.0027  0.002  0.002
Si  0.0022  -0.0028  -0.0003
Si  -0.0031  0.0023  0.001
Si  0.0028  -0.0028  -0.002
Si  0.0001  0.0003  -0.0007
Si  -0.0022  -0.0037  0.0093
Si  0.0012  0.0007  0.0084
Si  0.0007  0  -0.0015
Si  0.0001  -0.0003  0.0046
Si  0.0005  -0.0006  -0.0005
Si  0.001  -0.0006  -0.0019
Si  -0.0025  -0.0026  0.0072
Si  0  -0.0012  -0.002
Si  0.0005  -0.0013  0.0009
Si  -0.0012  0.0002  -0.001
Si  -0.0011  0.0007  -0.0013
Si  0.0008  -0.0004  -0.0026
Si  0.0007  -0.0012  -0.001
Si  0.0011  -0.0013  -0.0011
Si  -0.0002  0.0034  0.001
Si  -0.0013  0.0031  -0.0002
Si  0.0006  -0.0026  0.0007
Si  -0.0016  0.0028  0.0001
Si  0.0038  -0.0017  -0.0001
Si  0.0021  -0.0018  0.0004
Si  -0.0017  0.0019  -0.0003
Si  0.002  -0.0022  -0.0002
Si  -0.002  0.0006  0.0001
Si  0.0634  -0.0428  0.0361
Si  -0.0536  0.0891  -0.0026
Si  0.0546  -0.0811  0.022
Si  -0.0728  0.0652  0.0211
Si  -0.0886  0.0658  -0.0365
Si  0.0875  -0.0657  0.0572
Si  -0.1437  0.0497  0.0269
Si  0.062  -0.0679  0.0419
Si  0.1588  0.0082  -0.029
Si  -0.0594  0.1152  -0.0558
Si  -0.025  0.0516  0.0152
Si  0.0758  -0.0339  -0.0026
Si  -0.0385  0.1723  -0.0417
Si  0.0842  0.0273  -0.0432
Si  0.1078  -0.1234  -0.0466
Si  -0.04  0.0286  0.0474
Si  0.0019  -0.0005  -0.0001
Si  0.001  -0.003  -0.0046
Si  0.0047  0.0014  -0.0021
Si  0.0053  -0.004  0.0061
Si  0  -0.0021  -0.0004
Si  -0.0004  0.0027  -0.0003
Si  -0.0073  -0.0016  0.0057
Si  0.0067  -0.0022  -0.0044
Si  0.0003  0.0092  0.002
Si  -0.0033  0.0004  -0.0028
Si  -0.0026  -0.0027  -0.0017
Si  0.0044  0.0068  -0.0073
Si  0.001  -0.0032  0.002
Si  -0.0084  -0.0029  0.0053
Si  -0.0005  0.0009  0.0004
Si  -0.0063  0.0026  -0.0048
Si  0.0009  -0.0085  -0.0037
Si  -0.0087  -0.0011  0.002
Si  0.0056  0.0021  -0.002
Si  0.0033  -0.0017  0.0004
Si  -0.0051  0.0046  -0.0005
Si  0.0165  0.0013  0.0059
Si  -0.0049  -0.0002  -0.0009
Si  0.0107  -0.0209  -0.0112
Si  -0.0043  0.0016  0.0014
As  -0.0088  0.0113  0.018
Si  0.0068  0.0146  -0.0029
Si  -0.0063  0.0079  0.0059
Si  -0.0026  -0.0009  -0.0003
Si  0.0002  -0.0017  0
Si  0.0018  -0.0046  0.0079
Si  -0.0194  0.0106  -0.0023
Si  -0.0023  0.0002  -0.0034
Si  -0.0247  0.0112  -0.0178
Si  -0.0007  -0.0043  -0.0061
Si  -0.0052  -0.0002  0.0001
Si  -0.0025  -0.0032  -0.0025
Si  0.0042  0.0014  0.007
Si  0.0073  -0.0131  -0.027
As  -0.005  -0.0791  0.0336
O  0.0135  0.0031  0.0025
O  0.0022  -0.0002  -0.0061
O  -0.0005  0.0001  0.0014
O  0.0003  -0.0008  0.0013
O  -0.0144  0.0143  0.0215
O  0.0043  -0.0048  -0.0001
O  0.0001  -0.0013  0.0025
O  0  -0.0002  0.0016
O  0.002  0  0.0033
O  -0.004  0  0.0049
O  0.005  -0.0068  0.0029
O  0.0051  -0.0019  0.0027
O  -0.0023  0.0015  -0.001
O  0.0084  -0.0063  0.0095
O  0.0082  0.0585  -0.0598
O  0.0068  -0.0048  0.0002
O  0.0002  -0.0009  0.0011
O  -0.0017  0  0.0005
O  -0.0008  -0.0012  0.0009
O  -0.0001  -0.0015  0.0006
O  0.0002  -0.0017  -0.0001
O  -0.0003  0.0002  0.0009
O  -0.0004  -0.0008  -0.0002
O  0.0013  -0.0022  -0.0048
Si  -0.0007  0.0001  0.0004
Si  -0.0025  -0.0007  -0.003
Si  -0.0013  0.0006  -0.0048
Si  -0.0004  -0.0028  0.0012
Si  -0.0019  -0.0002  -0.0051
Si  -0.0023  -0.003  -0.0011
Si  -0.0005  -0.0001  -0.0016
Si  -0.0019  -0.002  0.0008
Si  -0.0041  0.0002  0.0041
Si  -0.0017  -0.0027  -0.0009
Si  -0.0017  -0.0017  -0.0014
Si  -0.0013  -0.0009  -0.0004
Si  -0.0032  0.0047  -0.0089
Si  0.0004  -0.0016  0.0003
Si  0.0033  -0.0048  0.0074
Si  -0.0006  -0.0018  -0.0015
Si  -0.0013  -0.0058  -0.0046
Si  -0.0023  0.0004  0
Si  -0.0009  -0.0044  0.007
Si  -0.0016  -0.0023  -0.0039
Si  -0.0001  -0.0027  -0.0036
Si  0  -0.0021  -0.0043
Si  -0.0018  -0.0008  0.0001
Si  0.0042  -0.0044  0.0019
Si  -0.0057  0.0004  -0.0065
Si  -0.0022  -0.0027  -0.0007
Si  -0.002  -0.0019  0
Si  -0.0047  -0.0044  -0.0032
Si  -0.0021  -0.0048  0.0075
Si  -0.0009  -0.0011  -0.0019
Si  -0.0029  -0.0014  -0.003
Si  -0.0003  -0.0017  -0.0048
Si  -0.0018  -0.0039  -0.003
Si  0.002  -0.0022  -0.0054
Si  -0.001  -0.0042  -0.0027
Si  0.0008  -0.0009  0.0002
Si  -0.0011  -0.0027  -0.0002
O  -0.0027  0.0004  -0.0032
O  -0.0014  -0.0017  0.0003
O  -0.0005  -0.002  0.0035
O  -0.0024  -0.0033  0.0011
O  -0.0002  -0.0017  0.0009
O  -0.0063  -0.0031  -0.0017
O  -0.0003  -0.0011  0.0013
O  -0.0022  -0.0032  0.0007
O  -0.0012  -0.0019  0.0005
O  -0.0012  -0.0007  0.0012
O  -0.0003  -0.0047  0.0025
O  -0.0001  -0.0028  0.0006
O  0.0005  -0.003  0.0056
O  -0.0014  -0.0019  0.0007
O  -0.0027  -0.0017  0.0024
O  -0.0008  -0.0016  -0.001
O  -0.0027  -0.0013  0.0025
O  -0.0016  -0.0027  0.0005
O  -0.0006  -0.0042  0.0031
O  -0.0007  -0.0014  0.0003
O  -0.002  -0.0003  -0.0009
O  -0.0014  -0.0014  -0.0003
O  -0.0036  -0.0034  0.0001
O  -0.0026  -0.0038  0.0017
O  -0.0012  -0.0013  0.0004
O  -0.002  -0.0023  0.0015
O  -0.0012  -0.0021  -0.0002
O  -0.0014  -0.0034  0.0014
O  -0.0013  -0.003  0.002
O  -0.0007  -0.0028  0.001
O  0.0012  -0.0008  -0.0048
O  -0.0014  -0.0028  0.001
O  0  -0.0024  0.0009
O  -0.0006  0.0007  0.0014
O  -0.0048  -0.003  0.0041
O  -0.0015  -0.0023  0.0013
O  0.0014  -0.0005  -0.0014
O  -0.0024  -0.0024  0.0023
O  -0.0019  -0.0053  0.0033
O  -0.0021  -0.0021  0.0015
O  -0.0028  -0.002  0.0008
O  0.0014  -0.0066  -0.0003
O  -0.0008  -0.0018  0.0019
O  -0.0018  -0.0018  0.002
O  -0.001  0.0012  0.0015
O  -0.001  -0.0027  -0.0009
O  -0.0023  -0.0011  0.0015
O  -0.003  -0.0043  0.0008
O  0.0002  -0.003  -0.0011
O  -0.0012  -0.0008  0.0007
O  -0.0001  -0.0002  -0.0003
O  -0.0009  -0.0038  0.005
O  -0.0012  -0.0022  0.002
O  -0.0007  -0.004  0.003
O  -0.0031  0.0007  -0.0028
O  -0.001  -0.0026  0.0006
O  -0.0023  -0.0005  0.0037
O  -0.0032  -0.0016  0.0016
O  -0.0017  -0.0019  0.0002
O  -0.0028  -0.0002  0.0008
O  0  0.0003  -0.0011
O  -0.0014  -0.0026  0.0015
O  -0.0011  -0.0021  -0.0005
O  0.0009  0.0004  -0.001
O  -0.0095  -0.0014  0.0042
O  0.0001  -0.0023  0.0001

The program warned: the cutoff lies below the one the program advises for these potential files; the forces do not sum to zero within the program's tolerance; the exchange-correlation potential is rough where the density is thin.
